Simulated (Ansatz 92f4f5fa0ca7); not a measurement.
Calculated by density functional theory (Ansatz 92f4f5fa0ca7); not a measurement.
Periodic cell of 288 atoms, Si144O112H32, with a vacuum gap, from a study of silicon, its oxide and their interface. The atomic structure is a simulated model.

Settings: functional r2SCAN; potential files Ansatz PAW; basis plane waves; wave-function cutoff 800 eV; density cutoff ratio 5; exchange-correlation grid ratio 1; k mesh 1 x 1 x 1, shifted by 0.5 0.5 0 of a step; self-consistency stop 1e-11 eV per atom in the density residual; occupations fixed; spin none; net charge 0; applied field sawtooth along c, amplitude +0.015 V/angstrom in the program's sign convention, ramp centred at 0.9897 of c and 0.0207 of c wide, no dipole correction.

Cell vectors (angstrom)
a, 10.88, 0, 0
b, 0, 10.88, 0
c, 0, 0, 48.4258

Atoms: element, x, y, z (angstrom)
Si, -0.2964, -6.8441, 34.749
Si, 2.4156, -4.1922, 34.9297
Si, -0.8652, -0.8205, 34.6255
Si, 1.9123, -9.0673, 34.7091
Si, -6.2502, -6.4018, 34.837
Si, -3.5874, -3.5316, 34.7148
Si, 5.0534, -1.3481, 34.9343
Si, -3.1278, -9.5045, 34.8029
Si, 0.8126, -5.3259, 36.1617
Si, 3.4977, -2.5422, 36.1713
Si, 0.7497, -10.6491, 35.9984
Si, 3.4588, -7.9609, 36.115
Si, -4.6248, -5.2137, 36.0273
Si, -1.9116, -2.4794, 35.9686
Si, 6.2407, 0.2196, 36.169
Si, -1.9027, -7.9587, 36.06
Si, -0.582, -3.8687, 37.3575
Si, 2.0997, -1.1335, 37.3932
Si, -0.5711, -9.3248, 37.4534
Si, 2.1422, -6.6466, 37.5513
Si, 4.8938, -3.9065, 37.4853
Si, 7.636, -1.1669, 37.458
Si, 4.8448, 1.5755, 37.4453
Si, -3.2718, -6.5776, 37.3796
Si, -1.9263, -5.2221, 38.7468
Si, 0.7653, -2.5164, 38.7433
Si, -1.9187, 0.1976, 38.8167
Si, 0.7715, -7.9952, 38.8549
Si, 3.5218, -5.2533, 38.838
Si, 6.2535, -2.5226, 38.8044
Si, 3.4828, 0.1985, 38.7688
Si, 6.2336, -7.935, 38.7556
Si, 1.3516, -1.4221, 9.6262
Si, 4.1153, 1.335, 9.6122
Si, 1.3289, 4.0948, 9.635
Si, 4.057, -4.037, 9.6505
Si, 6.8008, -1.3143, 9.6799
Si, -1.4136, 1.3429, 9.6698
Si, 6.8273, 4.0519, 9.6053
Si, -1.3277, 6.7956, 9.6002
Si, 2.7583, -0.0736, 10.9065
Si, 5.5044, 2.6724, 10.9589
Si, 2.6557, 5.502, 10.9779
Si, 5.4254, -2.6644, 11.0108
Si, -2.7302, -0.0029, 11.1215
Si, -0.0444, 2.7179, 10.9722
Si, 8.1941, 5.4385, 10.9116
Si, 0.0067, -2.7788, 11.0258
Si, 1.3367, 1.2676, 12.1664
Si, 4.0807, 4.1076, 12.1392
Si, 1.3557, -4.0897, 12.4941
Si, 4.0673, -1.3519, 12.4233
Si, -4.0787, 1.3717, 12.5156
Si, -1.3452, 4.1245, 12.3407
Si, 6.8226, -4.0674, 12.2336
Si, -1.3721, -1.4556, 12.4157
Si, 0.2915, -0.2889, 13.5693
Si, 2.8577, 2.5562, 13.3126
Si, -0.2671, -5.2434, 13.7904
Si, 2.5205, -2.4789, 13.7956
Si, 5.052, 0.3266, 13.7522
Si, -3.0048, 3.1588, 13.6468
Si, 5.5773, 5.3047, 13.4576
Si, -2.5573, -3.0639, 13.7237
Si, -2.3551, -1.9682, 29.8224
Si, 4.2198, -3.1561, 23.1333
Si, 5.9083, -8.2592, 32.5805
Si, 0.3275, -8.522, 30.8734
Si, -0.5096, -9.2395, 27.9373
Si, 5.683, -6.1285, 27.6757
Si, -0.2258, -1.7241, 20.2408
Si, -2.3585, 2.1067, 19.1834
Si, 2.3731, -2.5347, 27.7377
Si, -2.4118, -2.402, 25.4402
Si, 0.9206, -9.9735, 25.5717
Si, 5.0837, 0.9966, 16.5613
Si, -0.9153, -5.7851, 31.8535
Si, -1.0972, 0.0507, 16.2078
Si, 7.7285, 2.2512, 16.3916
Si, -0.3762, -0.4463, 31.6503
Si, 2.3118, -1.5727, 30.6151
Si, -4.5634, -4.6266, 24.9904
Si, -0.3214, -7.7559, 24.0533
Si, 3.7641, -10.5012, 32.5986
Si, -3.4052, -4.1998, 31.6827
Si, 0.2649, 0.9764, 18.8588
Si, 1.2196, -4.115, 19.5321
Si, 2.3343, 3.5283, 22.6697
Si, 1.7355, -4.5705, 22.3791
Si, 0.1353, -6.3771, 26.7317
Si, 1.6302, 4.2699, 15.691
Si, -0.631, -3.5324, 27.7557
Si, 5.7339, -6.2013, 30.6463
Si, -3.0641, -0.1285, 27.4119
Si, 2.6142, -6.6256, 30.7374
Si, -0.8621, -3.0532, 22.8454
Si, -3.2953, -7.4276, 24.0272
Si, 5.7383, -2.3667, 20.6902
Si, 2.6229, 2.3742, 17.7718
Si, 3.877, -4.3654, 15.8261
Si, 4.1493, -4.2363, 18.8233
Si, 2.9071, -1.0671, 25.0617
Si, 6.7867, -0.4282, 18.6686
Si, 6.7507, 3.4463, 21.3335
Si, 2.7354, -5.5961, 27.9242
Si, 4.0683, 3.859, 20.056
Si, -2.7021, -2.3777, 16.5894
Si, 3.613, -9.1107, 24.8483
Si, -4.5757, -8.718, 26.3576
Si, 1.5821, -4.1924, 32.0794
Si, -1.4815, -3.917, 18.6652
Si, 7.9473, -4.5883, 21.1038
Si, -0.5889, -6.5821, 40.1431
Si, 2.1314, -3.8611, 40.1277
Si, -0.5615, -1.1787, 40.145
Si, 2.1553, 1.5333, 40.1703
Si, 4.8886, -6.614, 40.1616
Si, -3.2723, -3.8906, 40.1403
Si, 4.8586, -1.1526, 40.1245
Si, 7.5752, 1.5734, 40.1314
Si, 0.7788, -5.2227, 41.4976
Si, 3.4962, -2.5063, 41.4852
Si, 0.7985, 0.1697, 41.5004
Si, 3.5194, -7.9753, 41.5065
Si, -4.6332, -5.2443, 41.4923
Si, -1.9179, -2.5361, 41.498
Si, 6.2085, 0.2132, 41.4922
Si, -1.9502, -7.9459, 41.4945
Si, 1.3539, 1.3546, 6.9686
Si, 4.0806, 4.0758, 6.9574
Si, 1.3598, 6.7836, 6.8912
Si, 4.0819, -1.3605, 6.9111
Si, 6.7983, 1.3549, 6.8912
Si, -1.3664, 4.0642, 6.8979
Si, 6.7967, -4.0788, 6.9695
Si, -1.3667, -1.3556, 6.9531
Si, -0.0144, -0.0106, 8.3273
Si, 2.723, 2.7197, 8.3151
Si, -0.0052, 5.4287, 8.2364
Si, 2.7111, -2.7324, 8.2407
Si, 5.46, -0.0047, 8.2531
Si, 8.159, 2.6958, 8.2486
Si, 5.4275, 5.4418, 8.3219
Si, 8.1556, -2.6987, 8.3195
O, 5.0646, -4.2621, 23.9957
O, -1.4206, -4.1523, 14.1974
O, 3.9599, 1.5304, 13.9236
O, 5.2402, -0.0823, 15.3416
O, -2.0588, -10.6287, 34.3049
O, 0.8227, -7.9323, 34.2116
O, -0.6812, -1.8619, 21.7733
O, 1.9035, -8.077, 30.9515
O, 2.7557, 5.3748, 15.9769
O, 6.6682, 4.2089, 13.9383
O, 7.5393, -2.6195, 15.1117
O, 2.0523, 3.3035, 14.4879
O, 4.6821, -2.9409, 19.6076
O, -3.3296, -2.8884, 30.738
O, 3.5791, -5.2234, 34.4115
O, 2.5537, -9.7306, 33.357
O, 6.1293, -2.4378, 34.3851
O, -1.6584, -3.1992, 26.5888
O, 5.1368, -7.1541, 33.4833
O, 6.007, -4.8883, 31.5679
O, 1.3891, -0.4828, 24.8698
O, -1.858, -4.2033, 22.2592
O, -2.4144, 2.9925, 15.169
O, 4.5702, 5.3721, 19.7372
O, -1.2598, -2.9737, 29.1446
O, 4.3928, -0.677, 33.6264
O, -0.4521, -7.7267, 27.3876
O, -0.4884, -5.1464, 27.6002
O, -3.041, -3.8953, 33.2264
O, 7.9511, 2.7772, 20.5122
O, 1.4049, -1.3343, 14.1916
O, 0.2633, 5.0022, 15.2159
O, -2.7301, -0.928, 26.0316
O, 7.0506, 5.0258, 21.501
O, 3.1704, -3.0324, 15.2048
O, 1.8008, 1.4459, 18.8082
O, -1.7865, 3.3911, 23.4402
O, 2.3489, -3.0883, 31.1926
O, 8.0123, 0.5659, 19.0514
O, 4.6134, -4.1597, 17.2644
O, -0.1427, -6.5391, 25.135
O, 0.7837, -2.7788, 27.5337
O, 0.8132, -1.0292, 30.7461
O, 5.3757, 3.0948, 20.5887
O, -0.7471, 2.1564, 19.2828
O, -4.4288, -7.5153, 27.4133
O, 0.7978, 3.0137, 22.8673
O, 1.7301, -6.1568, 26.8068
O, 6.1741, -5.7111, 29.1623
O, 2.2083, 5.0343, 23.2539
O, -0.3426, -1.1788, 33.1081
O, 1.1329, -2.5584, 19.974
O, 4.8809, -9.4288, 32.1388
O, -1.3721, -2.4072, 19.3041
O, 1.5397, 3.309, 16.9936
O, 0.0241, -9.1794, 29.4393
O, -0.4885, -7.145, 31.0923
O, -3.7264, -3.2444, 25.0307
O, 2.553, -4.3161, 18.7021
O, -0.4037, 0.4885, 14.823
O, -1.456, -2.3344, 24.1499
O, 3.1351, -3.8057, 22.1239
O, 5.9297, -5.0092, 26.5265
O, -1.3379, -1.5389, 16.3063
O, 0.5865, -3.7327, 23.1565
O, 3.2761, -0.4964, 31.335
O, 4.8647, -8.516, 25.6487
O, 0.0229, -4.4882, 18.5112
O, 2.2898, -5.6443, 31.9748
O, -0.1011, 0.478, 17.3774
O, -2.3291, -5.3279, 31.2368
O, 7.2161, -1.6105, 17.64
O, 2.0785, -5.9312, 29.3716
O, -3.1829, -1.1884, 28.6457
O, 2.8745, 3.6426, 21.1398
O, 3.0424, -4.0123, 27.7869
O, 3.6194, 3.2853, 18.6331
O, -0.2661, -9.213, 24.7824
O, 5.5651, 0.3613, 17.9639
O, 2.2117, -8.9793, 25.6581
O, 1.6396, -3.6523, 33.5986
O, 0.0557, -4.4926, 31.6195
O, 2.7132, -1.6955, 29.0677
O, -4.3719, -7.4928, 31.2782
O, 3.0143, -1.6356, 26.565
O, -1.9804, -9.8805, 27.8282
O, 5.1276, -2.2123, 22.1826
O, -3.7295, -5.9116, 24.4418
O, -0.9651, -6.1237, 33.4437
O, -3.7555, -8.8778, 33.4358
O, 3.3894, 2.5887, 23.4655
O, 4.2081, -6.723, 30.6381
O, -2.276, -3.7902, 17.2716
O, 7.0001, -3.3323, 20.8477
O, -4.4147, -10.1556, 27.086
O, -2.5618, 0.7344, 16.3233
O, 4.9985, -4.8541, 14.7871
O, 1.1515, -4.9776, 20.909
O, 3.3083, -2.2765, 24.1136
O, 4.1002, -6.4091, 27.7269
O, -1.706, -0.8413, 30.8042
O, 8.0685, 2.8959, 17.834
O, -0.1451, -9.7193, 31.8777
O, 0.0725, -0.1932, 19.9374
O, -2.2139, -4.9167, 19.6951
O, -3.4134, -8.4718, 25.2557
O, 0.4475, -10.2372, 27.0881
O, 6.6355, 2.894, 22.8435
O, 3.8933, 0.1737, 24.6965
O, 6.2554, -0.9692, 20.0936
O, 6.1174, 2.2114, 16.2012
O, 3.5595, 1.5195, 16.7567
H, 1.6002, -6.0449, 42.4301
H, -0.0473, -4.4052, 42.4301
H, 4.3171, -3.3291, 42.4177
H, 2.6744, -1.6845, 42.4177
H, 1.6269, -0.6454, 42.4329
H, -0.0207, 0.9941, 42.4329
H, 2.7008, -7.1503, 42.4389
H, 4.3434, -8.7949, 42.4389
H, -5.4597, -4.4273, 42.4247
H, -3.8149, -6.0696, 42.4247
H, -1.0973, -3.3592, 42.4304
H, -2.7441, -1.7188, 42.4304
H, 7.0272, -0.6117, 42.4246
H, 5.3897, 1.0379, 42.4246
H, -2.7698, -7.1219, 42.4269
H, -1.1305, -8.7698, 42.4269
H, 2.18, 0.5371, 6.0362
H, 0.5334, 2.1776, 6.0362
H, 3.2522, 4.8909, 6.025
H, 4.9024, 3.254, 6.025
H, 2.1789, 5.9592, 5.9588
H, 0.54, 7.6075, 5.9588
H, 3.2605, -0.5384, 5.9786
H, 4.9005, -2.1855, 5.9786
H, 5.9775, 2.1777, 5.9588
H, 7.6248, 0.5378, 5.9588
H, -2.1851, 4.8891, 5.9655
H, -0.5402, 3.2468, 5.9655
H, 5.9727, -3.2592, 6.0371
H, 7.6155, -4.9036, 6.0371
H, -2.1851, -0.5303, 6.0206
H, -0.5472, -2.1796, 6.0206

Results
free energy: -156495.172 eV
free energy less fixed offsets of H -15.71, O -570.45, Si -639.56 eV per atom: -5.412 eV

Forces (eV/angstrom), in the order of the atoms: element, x, y, z
Si, -0.0038, -0.0039, 0.0253
Si, -0.0009, -0.0021, 0.0207
Si, 0.0002, 0.0019, 0.0301
Si, 0.0048, 0.0029, 0.0267
Si, 0.0012, 0.0012, 0.0208
Si, -0.0005, 0.0025, 0.0278
Si, -0.0034, 0.0006, 0.015
Si, 0.0045, -0.0003, 0.021
Si, 0.007, -0.0067, -0.0146
Si, 0.01, -0.0096, -0.0134
Si, -0.006, 0.0068, -0.0146
Si, -0.0077, 0.0083, -0.017
Si, -0.0093, 0.0052, -0.0154
Si, -0.0086, 0.0041, -0.0153
Si, 0.0027, -0.0065, -0.0156
Si, 0.0065, -0.0067, -0.0143
Si, -0.0057, 0.0015, 0.012
Si, 0.0059, 0.0028, 0.0125
Si, 0.0026, -0.0003, 0.0034
Si, 0.0057, -0.0044, 0.0049
Si, 0.0032, -0.007, 0.0055
Si, 0.0001, -0.0026, 0.0057
Si, -0.0024, 0.0069, 0.0131
Si, -0.0052, 0.0049, 0.0095
Si, -0.005, -0.004, 0.0248
Si, 0.0021, 0.0001, 0.0271
Si, 0.001, 0.0094, 0.0083
Si, -0.0017, -0.0037, 0.0076
Si, -0.0009, 0.0014, 0.0018
Si, -0.0035, 0.0018, 0.0059
Si, 0.0004, 0.0044, 0.0252
Si, -0.0004, 0.0063, 0.023
Si, -0.004, 0.0045, -0.0178
Si, 0.0037, -0.0012, -0.0127
Si, -0.0048, 0.0008, -0.0137
Si, -0.0096, -0.0076, -0.0174
Si, 0.0078, -0.0018, -0.022
Si, 0.0087, -0.0043, -0.0184
Si, 0.0037, -0.0018, -0.0148
Si, 0.0047, -0.0034, -0.0189
Si, 0.0058, 0.0081, -0.0068
Si, -0.0038, -0.0039, -0.0084
Si, 0.0009, -0.0049, -0.0102
Si, -0.0118, -0.0037, -0.0113
Si, -0.0114, 0.01, -0.0088
Si, 0.0015, 0.0096, -0.01
Si, 0.0094, -0.0077, -0.0052
Si, 0.0054, -0.0025, -0.0061
Si, 0.0067, -0.0016, 0.0116
Si, 0.0043, -0.0021, 0.0149
Si, -0.0059, 0.0011, 0.0115
Si, -0.0036, 0.0052, 0.0149
Si, -0.0054, 0.0052, 0.0115
Si, -0.0037, -0.0016, 0.015
Si, 0.0024, -0.002, 0.0106
Si, 0.0043, -0.006, 0.011
Si, -0.0005, 0.0054, 0.0192
Si, -0.0066, 0.0083, 0.0215
Si, 0.0037, -0.0054, 0.0113
Si, 0.0012, -0.0033, 0.013
Si, -0.0019, 0.0008, 0.0148
Si, 0.004, 0.0021, 0.0134
Si, -0.007, -0.0043, 0.0162
Si, -0.0014, -0.0007, 0.0154
Si, -0.0029, -0.0012, 0.0373
Si, -0.0024, 0.0009, 0.0371
Si, 0.0003, -0.0059, 0.0346
Si, 0.0008, 0.0082, 0.0323
Si, 0.0076, 0.0035, 0.0399
Si, 0.0005, 0.0042, 0.044
Si, -0.0037, -0.0069, 0.0395
Si, 0.0022, 0.0067, 0.0431
Si, -0.0018, -0.0008, 0.0394
Si, -0.0007, 0.0024, 0.0415
Si, -0.0001, -0.0024, 0.0386
Si, -0.0007, 0.0082, 0.0454
Si, -0.0042, 0.0012, 0.0254
Si, -0.0066, 0.0045, 0.0441
Si, -0.0055, -0.0067, 0.05
Si, -0.0017, -0.0052, 0.0305
Si, -0.0011, 0.0029, 0.0343
Si, -0.0028, -0.0018, 0.0457
Si, -0.004, 0.0021, 0.0446
Si, 0.0043, 0.006, 0.0332
Si, 0.0076, -0.0061, 0.0426
Si, -0.0028, -0.0084, 0.0424
Si, 0.004, -0.0087, 0.0384
Si, -0.0096, -0.0126, 0.039
Si, 0.0053, -0.0005, 0.0362
Si, -0.016, 0.0041, 0.0446
Si, 0.0062, -0.0113, 0.0384
Si, 0.0012, -0.0168, 0.0335
Si, 0.0025, -0.0034, 0.0423
Si, 0.0055, -0.0011, 0.0354
Si, 0.0099, -0.0054, 0.0343
Si, -0.0003, 0.0048, 0.046
Si, 0.0059, 0.0025, 0.0458
Si, -0.0025, -0.0102, 0.0443
Si, 0.001, 0.0114, 0.0424
Si, 0.0016, -0.0142, 0.0458
Si, -0.0185, 0.0033, 0.0484
Si, -0.0006, 0.0059, 0.0356
Si, 0.0025, -0.0018, 0.0449
Si, -0.001, 0.0003, 0.0514
Si, 0.0016, 0.0025, 0.0328
Si, -0.0044, -0.0001, 0.0465
Si, 0.0088, -0.0055, 0.0535
Si, -0.0001, -0.0039, 0.0328
Si, 0.0038, -0.0036, 0.036
Si, -0.0035, 0.0002, 0.037
Si, 0.0026, -0.0027, 0.0438
Si, -0.0002, -0.0012, 0.0368
Si, 0.0187, -0.0119, 0.183
Si, 0.0378, -0.0306, 0.1826
Si, -0.0438, 0.0347, 0.1893
Si, -0.0333, 0.0256, 0.184
Si, -0.0264, 0.0253, 0.1808
Si, -0.0275, 0.0326, 0.186
Si, 0.0317, -0.0307, 0.1822
Si, 0.0153, -0.0196, 0.1848
Si, 0.0033, -0.038, 0.2594
Si, 0.0344, -0.038, 0.2864
Si, -0.0018, 0.0183, 0.4641
Si, 0.0124, 0.0114, 0.3675
Si, -0.0319, -0.004, 0.4189
Si, -0.0516, 0.0325, 0.3637
Si, 0.0404, -0.0017, 0.2282
Si, 0.0023, 0.0114, 0.3087
Si, -0.0233, 0.0133, -0.1989
Si, -0.0579, 0.0561, -0.285
Si, 0.0592, -0.0605, -0.4204
Si, 0.0052, -0.0369, -0.3449
Si, 0.0306, -0.0284, -0.4145
Si, 0.0611, -0.0511, -0.3684
Si, -0.0398, 0.0592, -0.2194
Si, -0.0283, 0.0366, -0.3074
Si, -0.0061, 0.006, -0.1667
Si, -0.0097, 0.01, -0.163
Si, 0.0127, -0.0166, -0.2002
Si, 0.006, -0.0025, -0.1998
Si, 0.0046, -0.0103, -0.2013
Si, 0.0193, -0.0172, -0.1993
Si, -0.0097, 0.0077, -0.1648
Si, -0.0063, 0.0022, -0.1682
O, -0.0074, 0.0036, -0.0154
O, -0.0016, 0, -0.013
O, 0.0009, -0.0009, -0.0018
O, 0.0017, -0.0098, -0.0405
O, 0.002, 0.0018, -0.0123
O, -0.0005, 0.0009, -0.0094
O, 0.0084, 0.0098, -0.0217
O, 0.0011, -0.0015, -0.015
O, -0.0039, -0.007, -0.02
O, -0.0016, 0.0024, -0.0024
O, 0.001, -0.0045, -0.0452
O, 0.0066, -0.0069, -0.0171
O, -0.0035, -0.0085, -0.0263
O, 0.003, 0.0102, -0.0237
O, -0.0068, -0.0009, -0.007
O, -0.0009, 0.0008, -0.0151
O, 0.0006, 0.0005, -0.0103
O, -0.0024, 0.0097, -0.0222
O, 0.0121, -0.0081, -0.0128
O, -0.0046, -0.0046, -0.0032
O, 0.0027, -0.0023, -0.0197
O, -0.009, -0.0064, -0.0138
O, -0.0042, 0.0094, -0.0293
O, -0.0096, 0.0047, -0.0217
O, 0.0068, -0.0073, -0.0188
O, -0.0037, 0.0053, -0.0157
O, 0.0009, 0.0066, -0.0141
O, 0.001, -0.0166, -0.0178
O, -0.0042, -0.0005, -0.0298
O, 0.0099, -0.0091, -0.026
O, -0.0029, -0.0019, -0.018
O, -0.0094, 0.0054, -0.0235
O, 0.0049, -0.0054, -0.0264
O, 0.0071, 0.0029, -0.0045
O, -0.0118, 0.0075, -0.0255
O, 0.0028, 0.0069, -0.0141
O, -0.0039, -0.0009, -0.0248
O, 0.0008, 0.0086, -0.0211
O, -0.0005, -0.0048, -0.0176
O, -0.0012, -0.0037, -0.0428
O, -0.0008, -0.0031, -0.0205
O, 0.0002, -0.003, -0.0088
O, 0.0031, 0.0045, -0.0109
O, -0.0057, 0.0037, -0.0161
O, 0.0077, -0.0047, -0.0139
O, 0.001, -0.0071, -0.0162
O, 0.0125, 0.004, -0.0228
O, -0.0154, -0.0036, -0.0193
O, -0.0001, 0.0002, -0.0287
O, -0.006, 0.0022, -0.0099
O, 0, 0.0016, -0.0231
O, -0.0026, -0.0056, -0.0122
O, 0.0023, 0.0004, -0.0172
O, -0.0039, -0.0035, -0.0256
O, -0.0061, 0.0087, -0.0266
O, -0.0041, 0.0015, -0.0266
O, 0.0028, -0.007, -0.015
O, -0.0026, -0.0033, -0.0075
O, -0.0015, 0.003, -0.0192
O, 0.011, -0.0062, -0.0377
O, 0.0115, -0.0075, -0.0356
O, -0.0029, -0.0017, -0.0141
O, 0.0009, 0.0144, -0.0303
O, 0.0024, 0.0021, -0.0172
O, -0.0004, 0.0014, -0.0113
O, -0.0033, -0.0091, -0.0145
O, -0.0064, 0.0031, -0.0146
O, -0.0063, 0.0027, -0.0171
O, -0.0054, -0.0013, -0.0115
O, -0.0091, -0.0042, -0.0278
O, -0.0023, -0.0001, -0.0061
O, 0.0054, -0.0103, -0.0289
O, 0.0022, 0.0031, -0.0283
O, -0.0072, 0.0095, -0.0263
O, 0.0175, 0.0066, -0.0379
O, -0.0016, 0.0045, -0.0105
O, -0.0087, -0.0115, -0.0295
O, -0.0072, 0.0094, -0.0128
O, -0.0088, 0.0045, -0.026
O, 0.0053, 0.003, -0.0111
O, -0.0072, 0.0001, -0.0209
O, 0.0035, 0.0001, -0.0068
O, -0.0004, -0.0035, -0.0297
O, -0.0011, 0.006, -0.0169
O, 0.0095, 0.0105, -0.0305
O, -0.0034, -0.0003, -0.0126
O, 0.0133, 0.0053, -0.0271
O, 0.0062, -0.0038, -0.0179
O, -0.0017, 0.006, -0.0273
O, -0.0051, 0.0011, -0.0116
O, -0.0102, 0.0155, -0.0276
O, 0.0037, 0.0053, -0.0242
O, -0.0086, 0.0125, -0.0265
O, -0.0034, 0.0009, -0.0224
O, -0.0029, 0.0069, -0.0165
O, 0.0035, -0.0036, -0.0103
O, 0.0093, -0.0038, -0.0245
O, -0.0012, -0.0022, -0.0284
O, 0.0092, -0.0084, -0.0219
O, 0.0067, 0.0034, -0.0139
O, -0.0056, -0.0008, -0.0163
O, -0.0039, 0.0025, -0.0344
O, 0.001, 0.0029, -0.0073
O, 0.0051, 0.011, -0.021
O, 0.009, 0.0021, -0.0282
O, 0.0008, 0.0142, -0.0179
O, 0.0082, -0.0074, -0.0179
O, -0.0087, -0.0044, -0.0244
O, 0.0013, 0.0019, -0.0089
O, 0.0065, 0.0071, -0.0256
O, -0.0069, 0.0015, -0.0221
O, 0.0066, -0.0068, -0.0253
H, -0.2384, 0.262, -0.2975
H, 0.3614, -0.3434, -0.2616
H, -0.2689, 0.2342, -0.2914
H, 0.3776, -0.3352, -0.2694
H, -0.3981, 0.3397, -0.2294
H, 0.2195, -0.2575, -0.2777
H, 0.2558, -0.249, -0.2857
H, -0.3692, 0.3517, -0.2377
H, 0.2759, -0.2365, -0.2758
H, -0.333, 0.375, -0.244
H, -0.3488, 0.3632, -0.2534
H, 0.2482, -0.2459, -0.2782
H, -0.2379, 0.2438, -0.2978
H, 0.3465, -0.3591, -0.2714
H, 0.3291, -0.3789, -0.2495
H, -0.2187, 0.2499, -0.2975
H, -0.309, 0.2672, 0.2929
H, 0.296, -0.3089, 0.2895
H, 0.3116, -0.3037, 0.2788
H, -0.2755, 0.3049, 0.3041
H, -0.3203, 0.317, 0.2168
H, 0.2768, -0.2742, 0.2514
H, 0.3295, -0.2603, 0.2416
H, -0.3235, 0.2967, 0.2285
H, 0.2902, -0.306, 0.2451
H, -0.3176, 0.3143, 0.2263
H, 0.2471, -0.3218, 0.247
H, -0.308, 0.3225, 0.2156
H, 0.3081, -0.3071, 0.2722
H, -0.2618, 0.2958, 0.3051
H, 0.3251, -0.3029, 0.2749
H, -0.2759, 0.2664, 0.2984

The program warned: the cutoff lies below the one the program advises for these potential files; the forces do not sum to zero within the program's tolerance; empty levels may hold ghost states of the PAW files; the exchange-correlation potential is rough where the density is thin.
